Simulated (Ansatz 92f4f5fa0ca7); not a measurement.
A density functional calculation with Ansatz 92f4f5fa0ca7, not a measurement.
Periodic cell of 226 atoms, Si133O92P1, from a study of silicon, its oxide and their interface. The atomic structure is a simulated model.
Doubt: the cutoff is far below the 930 eV that the study's wrapper takes by default for these files, so forces and energies are approximate.
This geometry differs little from another in the collection (a relaxation step or a small displacement).

Settings
functional: PBE
potential files: Ansatz PAW
basis: plane waves
wave-function cutoff: 580 eV
density cutoff ratio: 5
exchange-correlation grid ratio: 1
k mesh: 1 x 1 x 1, Gamma-centred
self-consistency stop: 5e-08 eV per atom in the density residual
occupations: fixed
spin: none
net charge: +1 e, with a uniform compensating background and no finite-size correction

Cell vectors (angstrom)
a	10.938	0	0
b	0	10.938	0
c	0	0	31.9494

Atoms: element, x, y, z (angstrom)
Si	10.6301	-0.0133	24.4291
Si	5.0611	0.1666	24.6675
Si	2.7921	2.3099	24.5479
Si	8.5772	2.4099	24.5946
Si	10.6829	5.6089	24.3272
Si	5.1426	5.5899	24.4403
Si	2.9926	7.9335	24.3856
Si	8.4121	7.857	24.4191
Si	1.2841	1.125	25.8501
Si	6.8071	1.3329	25.7645
Si	3.9642	4.0171	25.7435
Si	9.6851	4.0298	25.8488
Si	1.331	6.7981	25.6575
Si	6.7955	6.7189	25.7241
Si	4.0051	9.4617	25.9243
Si	9.4813	9.4409	25.8163
Si	2.6414	-0.1426	27.2813
Si	8.1362	-0.0683	27.1593
Si	0.0715	2.6553	27.2161
Si	5.439	2.7312	27.1228
Si	2.6526	5.4268	27.1135
Si	8.1833	5.375	27.1261
Si	0.0123	8.1501	27.1347
Si	5.5069	8.1379	27.1671
Si	4.082	1.3217	28.4979
Si	9.5384	1.3212	28.514
Si	1.3833	4.0668	28.5685
Si	6.8017	4.0704	28.5256
Si	4.0746	6.7838	28.4876
Si	9.5559	6.7774	28.4815
Si	1.2937	9.4802	28.6271
Si	6.8174	9.5273	28.5629
Si	-0.0429	-0.0189	29.9327
Si	5.4475	-0.018	29.8986
Si	2.7679	2.712	29.9015
Si	8.1791	2.7087	29.8787
Si	-0.0222	5.4381	29.8945
Si	5.45	5.455	29.8896
Si	2.7333	8.145	29.9154
Si	8.2223	8.1707	29.8821
Si	1.3651	1.3753	31.2572
Si	6.8189	1.366	31.2609
Si	4.1121	4.0856	31.2775
Si	9.5419	4.0842	31.2583
Si	1.3512	6.8082	31.2761
Si	6.8255	6.8443	31.2486
Si	4.0823	9.5609	31.2677
Si	9.5497	9.5444	31.2898
Si	2.7361	0.0202	0.6832
Si	8.1978	0.0159	0.6734
Si	0.0059	2.754	0.6822
Si	5.4827	2.7478	0.7087
Si	2.7359	5.461	0.6815
Si	8.2029	5.4948	0.6709
Si	0.0143	8.2122	0.7094
Si	5.4784	8.2278	0.6893
Si	4.1003	1.3891	2.0703
Si	9.5981	1.3623	2.0355
Si	1.3526	4.1457	2.063
Si	6.8405	4.1578	2.05
Si	4.0927	6.8562	2.0348
Si	9.5756	6.8486	2.0691
Si	1.371	9.6211	2.065
Si	6.833	9.6316	2.0531
Si	0.0249	0.0449	3.4734
Si	5.4816	0.0475	3.4581
Si	2.7134	2.776	3.4071
Si	8.2574	2.7885	3.3408
Si	0.0245	5.5238	3.4786
Si	5.47	5.5353	3.4263
Si	2.741	8.246	3.3969
Si	8.2396	8.294	3.3876
Si	1.3742	1.4615	4.8471
Si	6.9097	1.4861	4.7264
Si	4.0589	4.162	4.7555
Si	9.5995	4.0855	4.7832
Si	1.3661	6.9831	4.8402
Si	6.8371	6.9963	4.7295
Si	4.0956	9.5787	4.792
Si	9.6194	9.5859	4.8408
Si	2.7577	0.0413	6.1368
Si	8.2952	0.1324	6.0898
Si	0.0182	2.8068	6.3075
Si	5.5119	2.8465	6.0663
Si	2.7536	5.6015	6.135
Si	8.253	5.6055	5.955
Si	0.0484	8.3149	6.3692
Si	5.5025	8.3103	6.2237
Si	4.4237	1.1896	7.3238
Si	9.8127	1.1591	7.6227
Si	1.1789	4.5133	7.5024
Si	6.6398	4.55	7.2436
Si	4.3255	6.7125	7.5368
Si	9.7301	6.6213	7.4976
Si	1.2796	9.9497	7.6994
Si	6.7227	9.9772	7.4096
O	9.5719	1.2126	23.9752
O	4.1107	6.783	23.8978
O	4.0063	1.2881	24.0316
O	9.5113	6.7212	23.863
O	-0.0264	5.5536	8.0132
O	5.5721	0.1365	7.9093
O	0.0719	0.0975	8.1458
O	5.5322	5.6176	7.8793
O	7.5945	3.9627	8.4337
O	8.7302	7.0578	8.7602
O	2.1791	9.4658	9.0386
O	8.8982	1.6855	8.9274
O	7.6235	9.4869	8.708
O	3.6072	1.8294	8.5955
O	3.5873	7.231	8.9439
O	2.0673	4.0227	8.8154
O	8.146	3.421	23.3364
O	0.4056	4.9397	22.9332
O	1.8604	2.7427	23.2521
O	5.8007	4.8185	23.0983
O	5.5215	10.1316	23.4133
O	2.4566	8.6804	22.9987
O	0.1874	10.0545	23.0841
O	7.7909	8.6615	23.0725
Si	8.6733	7.6827	18.42
Si	8.7885	6.3664	13.634
Si	3.8055	1.5473	14.7272
Si	2.1458	5.7371	17.6276
Si	2.4025	3.1284	19.5094
Si	9.8231	9.0356	12.0824
Si	1.3268	9.4075	22.0786
Si	9.1845	0.9756	13.1942
Si	1.4268	5.0628	13.0312
Si	1.8039	8.2587	12.8146
Si	6.6358	9.5801	22.4144
Si	4.5245	4.6112	15.6931
Si	8.2113	3.026	9.5838
Si	0.8473	8.2268	19.259
P	6.9912	1.354	21.0515
Si	8.2332	8.325	9.6715
Si	10.8835	5.2051	15.6051
Si	7.5835	9.4981	16.3059
Si	9.9615	2.0498	20.2769
Si	3.2187	8.5197	9.9103
Si	6.6872	3.3571	17.4003
Si	1.1591	0.1881	19.7975
Si	3.2386	2.8219	12.2968
Si	7.2295	5.3826	19.6811
Si	5.7533	8.6802	11.5395
Si	5.7935	6.0859	13.1938
Si	4.6624	9.6812	17.6209
Si	0.9864	3.5999	22.1895
Si	4.8868	1.4887	18.8059
Si	3.196	3.0903	9.5166
Si	6.4605	10.8306	13.7833
Si	10.3624	0.1158	15.9645
Si	5.6666	3.6611	11.1576
Si	9.8462	3.9092	11.9031
Si	2.3598	9.9357	15.5373
Si	6.1021	8.1101	19.7872
Si	6.9719	3.97	22.3883
Si	9.7396	2.7695	17.3436
O	7.1988	6.385	13.9815
O	1.8968	7.0438	18.6867
O	10.2716	4.0341	16.5248
O	6.1926	9.9716	17.0732
O	10.1568	0.7206	14.4756
O	8.4446	6.0989	18.8424
O	5.1847	0.6957	14.4404
O	5.7049	2.0598	17.5454
O	8.3117	1.9059	20.5115
O	2.0308	4.2777	18.4067
O	6.9714	2.8084	10.6502
O	4.875	2.7162	12.2304
O	6.0247	4.4028	16.3535
O	4.5638	3.9235	9.9484
O	10.6433	2.7698	21.5558
O	9.7204	6.1677	14.9806
O	6.0355	6.4785	19.9024
O	4.1377	0.1245	18.3752
O	9.2684	10.5585	12.2852
O	2.8571	4.361	12.7232
O	1.8979	10.6984	21.206
O	3.99	2.6713	19.4717
O	0.7491	10.054	15.9669
O	1.269	9.7916	18.8286
O	1.6868	1.6563	19.2698
O	8.9597	10.3756	16.5
O	4.904	8.5291	18.7624
O	9.5802	8.7585	10.4934
O	6.736	4.0729	18.8666
O	2.8455	1.7241	13.4111
O	5.8448	8.8389	21.2193
O	2.5425	2.4564	10.8787
O	7.6406	4.7961	21.1589
O	5.2176	7.4936	12.5594
O	0.4387	9.0728	12.5158
O	7.5947	1.0658	13.5883
O	7.1076	9.64	14.7479
O	8.9843	5.0349	12.7093
O	8.0907	8.0285	16.9057
O	6.2846	2.4938	21.8398
O	2.4746	9.0774	14.1129
O	0.4284	4.5048	11.8692
O	0.8066	8.3108	20.9276
O	9.3878	3.8422	10.3518
O	9.6685	2.3957	12.537
O	7.6474	8.5451	19.3935
O	2.5573	8.1725	11.3692
O	3.9896	3.0632	15.3847
O	0.8365	4.4935	14.4463
O	9.999	2.9935	18.9551
O	9.1518	7.8125	12.9567
O	10.4928	0.5221	20.0715
O	6.0358	5.0492	11.9386
O	8.1342	2.7278	17.0156
O	3.538	5.4845	16.7273
O	4.6675	9.143	10.3903
O	1.5432	6.6828	13.2
O	4.7654	5.5052	14.3438
O	2.0059	3.837	20.9266
O	10.5431	1.4037	16.9651
O	0.9362	6.0504	16.5808
O	7.3515	11.0217	21.851
O	6.0256	0.9413	19.9295
O	6.0754	10.0406	12.4046
O	2.8717	0.5562	15.6205
O	7.0607	8.0244	10.7824
O	10.2557	7.9905	18.6753
O	3.4624	9.2145	16.5866

Results
free energy: -137630.737 eV
free energy less fixed offsets of O -568.88, P -755.39, Si -635.61 eV per atom: -2.257 eV

Forces (eV/angstrom), in the order of the atoms: element, x, y, z
Si	0.0043	-0.0034	0.0102
Si	-0.0035	0.0129	0.0116
Si	-0.0074	0.0113	0.014
Si	0.005	-0.0034	0.0103
Si	0.0027	-0.0186	0.0097
Si	0.013	-0.0067	-0.0005
Si	-0.0014	0.0136	0.0008
Si	-0.0142	0.0037	-0.0148
Si	-0.0032	0.0042	0.0005
Si	0.0009	0.0025	0.0106
Si	0.0066	-0.0053	-0.0006
Si	0.0053	-0.002	0.0082
Si	0.0029	-0.0018	0.0044
Si	-0.0073	-0.0039	0.0019
Si	-0.0052	-0.0047	0.0119
Si	-0.0006	0.011	0.0007
Si	0.0074	-0.011	-0.0082
Si	-0.0106	0.0014	-0.0031
Si	-0.0038	0.009	-0.01
Si	0.0044	-0.0058	-0.0008
Si	-0.0042	0.0028	0.0063
Si	0.0071	-0.0116	0.0031
Si	-0.0013	-0.0075	0.0062
Si	-0.0037	0.0125	-0.0008
Si	0.0053	0.006	0.0001
Si	0.0019	-0.0017	0.0004
Si	0.0062	-0.0001	0.0082
Si	-0.0047	0.0002	0.0015
Si	-0.0099	-0.0028	-0.0022
Si	0.007	0.0017	-0.0048
Si	-0.004	-0.0036	0.0174
Si	0.0067	0.0006	0.007
Si	-0.0021	-0.0051	-0.0038
Si	0.0003	-0.0014	-0.0042
Si	0.0006	0.0059	-0.0028
Si	-0.0009	-0.0018	-0.0003
Si	-0.0004	-0.0039	-0.0035
Si	0.0027	-0.0053	-0.0002
Si	-0.004	0.0021	-0.0064
Si	-0.0044	0.0084	-0.0015
Si	0.0021	0.0008	-0.0012
Si	0.0018	0.0004	0.0017
Si	-0.0007	-0.0028	-0.0017
Si	0.0009	0.0019	-0.0003
Si	0.0026	0.0003	-0.001
Si	0.0021	-0.0012	-0.0022
Si	0.0001	0.0032	0.0007
Si	-0.0001	0.0013	-0.0029
Si	-0.002	-0.0024	0.0006
Si	-0.0007	-0.0006	0.0004
Si	-0.0024	-0.0011	0.0006
Si	-0.0002	0.0027	-0.0014
Si	0	-0.0005	0.0006
Si	-0.0036	-0.0019	0.0025
Si	-0.0012	0.0013	-0.0005
Si	-0.0009	-0.0007	-0.0007
Si	-0.002	-0.0002	0.0008
Si	-0.0071	0.0038	0.0026
Si	0.0061	-0.0005	0.0015
Si	0.0062	-0.0003	0.0014
Si	-0.0018	-0.0036	0.0023
Si	-0.0032	0.001	0.0006
Si	0.0041	0.0012	-0.0001
Si	0.0059	0.0029	0.0022
Si	0.0023	-0.0028	0.0081
Si	0.0009	-0.0005	0
Si	-0.0031	0.003	-0.0032
Si	0.002	-0.0023	-0.0119
Si	0.0006	-0.0004	0.0061
Si	-0.0027	0.0013	-0.0015
Si	-0.0041	0.0037	-0.0021
Si	0.0002	0.0023	-0.0057
Si	-0.0024	-0.0028	0.0036
Si	0.0022	-0.0004	0.0014
Si	-0.0046	0.002	0.0016
Si	0.006	0.0023	0.0041
Si	0.0043	-0.0045	0.004
Si	-0.0015	0.0059	0.0006
Si	0.003	-0.0037	0.0025
Si	-0.0002	0.0083	0.0028
Si	-0.0029	0.0061	-0.0039
Si	0.0038	-0.0051	0.0045
Si	-0.0015	-0.0022	0.0019
Si	0.0008	0	0.0019
Si	-0.0018	0.0035	-0.0016
Si	0.0032	-0.004	0.0031
Si	-0.0035	-0.003	-0.0027
Si	-0.0007	-0.0001	0.0024
Si	0.0013	0.0016	0.0015
Si	-0.0013	0.0008	-0.0189
Si	-0.0008	-0.0006	-0.0105
Si	-0.0029	-0.001	-0.0002
Si	-0.001	0.0032	-0.0101
Si	0.0015	0.0015	-0.0042
Si	-0.0033	0.0034	0.0008
Si	0.0019	0.0009	-0.0115
O	-0.0042	0.0053	-0.0112
O	-0.0182	0.0244	0.0018
O	0.0033	-0.0228	-0.0168
O	0.0167	-0.0124	0.0038
O	0.0016	0.0023	0.0037
O	-0.0016	-0.0026	0.0004
O	0.0036	-0.0028	0.0046
O	0.0009	-0.0004	0.0009
O	-0.001	0.0014	0.0005
O	-0.0015	0.001	0
O	-0.0005	-0.0011	-0.0026
O	-0.0024	0.0019	0.0031
O	0.0006	-0.0016	0.0028
O	-0.0008	-0.0011	-0.0011
O	-0.0014	-0.0008	0.0015
O	0.0017	-0.0021	0.0018
O	-0.0019	0.0006	-0.0072
O	-0.0044	0.0079	-0.0038
O	-0.0036	0.0033	-0.0064
O	0.004	-0.0108	-0.0089
O	-0.0063	0.0036	0.01
O	0.0041	-0.0034	-0.0008
O	0.0006	-0.0007	-0.0045
O	0.0084	0.0019	-0.0039
Si	-0.003	-0.0016	-0.0008
Si	0.0006	-0.0006	-0.0038
Si	0.0005	-0.0008	-0.0038
Si	0.001	-0.0007	-0.0011
Si	0.0006	-0.0035	-0.0007
Si	0.0001	0.0005	0.0029
Si	-0.0049	0.0031	-0.0027
Si	0.0012	-0.0012	0.0011
Si	-0.0011	0.0001	-0.0002
Si	0.0012	0.0016	0.0033
Si	-0.002	-0.0248	-0.0125
Si	0.002	0.001	-0.0017
Si	0.0018	-0.0015	0.0077
Si	-0.0007	0.0042	-0.0057
P	0.0136	0.0071	0.0388
Si	0.0014	0.0002	0.0072
Si	0.002	-0.0007	0.0006
Si	-0.0006	-0.0042	-0.0019
Si	-0.0025	0.0005	-0.0027
Si	-0.0002	-0.0013	0.0094
Si	0.0001	-0.0005	-0.0012
Si	-0.0008	-0.0001	-0.0028
Si	-0.0008	-0.0005	0.0032
Si	0.0003	0.001	0.0027
Si	-0.0013	0.0029	0.0063
Si	-0.0018	-0.0008	0.0007
Si	0.0028	0.0013	-0.0008
Si	0.0016	-0.0045	0.0012
Si	0.002	-0.0019	-0.0037
Si	-0.0001	0.0005	0.0081
Si	0.0019	-0.001	-0.0007
Si	0.0002	-0.001	-0.0024
Si	-0.0009	0.0025	0.0054
Si	0.0002	0.0014	0.0036
Si	0.0009	-0.0003	-0.0012
Si	0.0024	0.0021	0.0033
Si	-0.0019	0.0074	-0.0037
Si	-0.0036	-0.0021	-0.0004
O	-0.0006	0	0.0027
O	0.0009	-0.0035	0.0017
O	0.0037	0.0064	0.0007
O	0.0048	0.0006	0.0018
O	-0.0027	0.0021	-0.0038
O	0.0037	0.0011	0.0016
O	0.0018	-0.0003	0.0035
O	0.0028	0.0027	0.0036
O	-0.0119	-0.0037	-0.0023
O	-0.0025	0.0047	-0.0005
O	0.0018	-0.001	-0.0023
O	0.001	0.001	-0.0006
O	-0.0047	0.0016	0.0017
O	-0.0014	0	-0.0045
O	-0.0001	0.0018	0.0035
O	-0.003	0.0011	0.0005
O	-0.0013	-0.0008	0.0007
O	0.0001	-0.0045	0.002
O	0.0007	-0.0035	-0.0001
O	0.0009	-0.0019	0.0009
O	0.0004	0.0002	-0.0004
O	0.0019	0.0006	0.004
O	0.0006	0.0004	0.0048
O	0.0007	-0.0015	0.0041
O	0.0001	0.0001	0.0027
O	0.0004	0.0014	0.0043
O	-0.0038	0.0022	-0.0009
O	-0.0016	-0.0006	-0.0051
O	-0.0016	-0.0044	-0.0021
O	-0.001	0.0021	-0.0017
O	-0.0028	-0.0052	-0.01
O	0.0002	0	-0.0042
O	0.0031	0.007	-0.0083
O	0.0009	0.0028	0.0001
O	-0.0019	-0.0003	0.0007
O	0.0011	0.0007	0.0022
O	-0.002	0.0035	-0.0008
O	0.0016	-0.0035	0.0005
O	-0.0015	0.004	-0.0004
O	0.0002	-0.024	-0.0149
O	-0.0005	-0.0048	-0.0048
O	-0.0013	-0.001	-0.0017
O	0.0008	-0.002	-0.0005
O	-0.0009	-0.0001	-0.0057
O	0.0007	0.0027	-0.0002
O	0.0039	-0.0011	-0.0012
O	0.002	0.0007	-0.0049
O	-0.001	-0.0041	0.0026
O	0.0027	-0.0002	-0.0003
O	0	0.0022	-0.0049
O	0.0017	0.0035	0.0006
O	0.0006	-0.002	0.0027
O	0.0004	-0.0038	-0.003
O	0.0019	-0.0014	0.0039
O	0.0047	-0.0022	0.0008
O	-0.0013	0.0004	-0.0035
O	0.0002	0.0008	0.0019
O	0.0036	0.0037	-0.002
O	0.0021	0.0012	-0.0038
O	0.0003	-0.0021	0.0028
O	-0.0056	-0.0017	-0.0006
O	0.0036	0.03	-0.0194
O	-0.007	-0.0015	-0.0083
O	-0.001	-0.0042	-0.0033
O	0.0015	0.0027	0.0028
O	0.0023	-0.0005	-0.004
O	0.0004	-0.0011	0.003
O	-0.0049	0.0003	0.0012

The program warned: the cutoff lies below the one the program advises for these potential files; the exchange-correlation potential is rough where the density is thin.
